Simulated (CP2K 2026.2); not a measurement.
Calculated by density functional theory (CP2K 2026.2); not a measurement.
Periodic cell of 534 atoms, Si358O176, from a study of silicon, its oxide and their interface. The atomic structure is a simulated model.
Doubt: the forces sum to 2.02 eV/angstrom along one axis rather than to zero, so they err by at least 0.0038 eV/angstrom per atom on average; the grid cutoff is modest.

Settings: functional PBE; method Gaussian and plane waves; basis set DZVP-MOLOPT-SR-GTH; pseudopotentials GTH-PBE; grid cutoff 400 Ry, relative cutoff 50 Ry; k points Gamma only; occupations fixed; spin none; net charge 0.

Cell vectors (angstrom)
a	16.4025	0	0
b	0	16.4025	0
c	0	0	35.4425

Atoms and the computed forces on them: element, x, y, z (angstrom), force x, y, z (eV/angstrom)
Si	-0.414	0.095	-0.558	0.016	0.246	0.158
Si	3.235	2.341	0.05	-0.284	0.491	-0.055
Si	-0.033	5.24	-0.15	0.033	-0.065	0.317
Si	2.756	7.89	0.033	-0.015	-0.004	0.131
Si	-0.327	11.179	0.497	0.04	-0.039	-0.419
Si	2.483	13.439	-0.304	-0.284	0.353	0.047
Si	4.785	0.519	0.013	0.624	-0.246	-0.256
Si	8.426	2.345	0.38	-0.242	0.423	-0.175
Si	5.122	5.75	0.033	-0.119	-0.277	-0.039
Si	8.172	8.865	-0.283	-0.019	-0.026	0.422
Si	5.516	10.552	0.173	-0.02	-0.471	-0.015
Si	7.867	13.093	-0.446	-0.091	0.013	0.172
Si	10.241	0.874	-0.05	-0.106	-0.412	-0.544
Si	13.967	2.395	0.104	-0.102	-0.094	0.209
Si	11.494	5.779	-0.656	0.322	0.073	0.303
Si	13.741	8.399	0.123	0.179	0.528	0.042
Si	10.583	11.423	-0.159	0.318	0.186	0.453
Si	13.959	13.349	-0.046	-0.018	-0.175	0.018
Si	1.613	1.432	1.465	0.077	-0.026	0.117
Si	4.062	4.094	1.355	0.144	0.307	-0.093
Si	1.128	6.785	1.317	0.105	0.006	-0.248
Si	3.958	9.399	1.46	0.103	0.048	-0.132
Si	1.34	12.428	1.474	-0.002	-0.163	0.167
Si	3.897	14.986	1.075	-0.046	-0.05	0.18
Si	6.593	1.358	1.398	-0.075	-0.098	0.114
Si	9.641	4.065	1.315	0.044	0.13	0.053
Si	6.787	6.724	1.327	-0.059	0.024	-0.006
Si	9.631	9.761	1.288	-0.067	-0.006	-0.302
Si	6.662	12.218	1.34	0	0.031	-0.096
Si	9.407	15.325	1.082	-0.002	-0.156	-0.208
Si	12.191	1.357	1.22	0.306	0.118	0.213
Si	15.246	3.857	1.421	-0.065	0.121	0.033
Si	12.43	6.835	1.243	0.009	-0.203	0.2
Si	14.894	9.649	1.709	0.023	-0.05	-0.205
Si	12.191	12.465	1.273	0.05	-0.167	-0.288
Si	15.04	15.061	1.163	0.036	-0.161	-0.277
Si	0.124	2.623	2.864	0.002	-0.05	-0.029
Si	2.778	-0.116	2.756	-0.121	0.098	0.021
Si	-0.059	8.202	2.807	0.131	-0.063	0.108
Si	2.607	5.439	2.688	-0.067	-0.036	0.016
Si	-0.026	13.824	2.738	0.017	0.154	0.062
Si	2.693	10.941	2.75	0.058	-0.047	-0.061
Si	5.438	2.824	2.806	-0.052	-0.076	-0.06
Si	8.056	0.015	2.674	-0.034	-0.032	0.301
Si	5.482	8.15	2.754	-0.065	-0.042	0.131
Si	8.235	5.447	2.654	0.077	0.046	0.108
Si	5.336	13.709	2.576	0.041	0.036	-0.056
Si	8.173	10.993	2.687	0.086	-0.024	0.262
Si	10.998	2.753	2.718	0.051	0.152	0.139
Si	13.599	-0.048	2.576	-0.085	-0.004	-0.019
Si	10.953	8.222	2.587	0.055	0.121	-0.076
Si	13.746	5.371	2.649	0.107	0.018	-0.284
Si	10.815	13.886	2.544	-0.054	-0.046	0.062
Si	13.463	11.068	2.813	-0.334	0.066	0.104
Si	1.375	4.086	4.187	0.107	0.059	-0.049
Si	4.099	1.344	4.104	0.125	0.08	-0.031
Si	1.344	9.573	4.126	-0.043	0.035	-0.016
Si	4.055	6.79	4.082	0.117	-0.071	-0.156
Si	1.359	15.075	4.177	-0.105	-0.081	-0.078
Si	4.097	12.317	4.061	-0.144	0.061	-0.055
Si	6.886	4.138	4.113	-0.041	-0.102	-0.01
Si	9.522	1.385	4.019	-0.032	0.005	-0.029
Si	6.846	9.583	4.089	-0.005	0.022	-0.204
Si	9.575	6.868	3.998	0.029	-0.012	-0.038
Si	6.746	15.011	4.041	0.038	0.074	-0.072
Si	9.544	12.415	4.009	-0.058	-0.032	-0.2
Si	12.359	4.1	4.093	-0.088	-0.059	-0.063
Si	14.991	1.293	4.053	0.005	-0.003	-0.112
Si	12.197	9.578	4.104	0.021	0.097	-0.001
Si	14.997	6.786	4.106	0.008	0.029	-0.035
Si	12.251	15.073	4.036	-0.042	-0.021	-0.078
Si	14.976	12.403	4.075	0.003	-0.027	-0.096
Si	0.021	0.026	10.929	-0.023	-0.021	0.002
Si	2.76	2.762	10.926	-0.013	0.011	0.006
Si	0.021	5.49	10.903	0.021	-0.009	0.002
Si	2.767	8.217	10.906	-0.028	-0.003	0.005
Si	0.025	10.943	10.911	0.002	-0.007	0.003
Si	2.774	13.685	10.925	-0.014	-0.023	0.005
Si	5.502	0.025	10.926	-0.01	-0.037	-0.002
Si	8.219	2.757	10.929	0.007	0.015	0.009
Si	5.493	5.494	10.921	-0.01	0.008	0.006
Si	8.22	8.221	10.93	-0.004	-0.014	0.004
Si	5.496	10.95	10.917	-0.005	-0.036	0.003
Si	8.218	13.685	10.909	0.003	0.001	-0.001
Si	10.94	0.023	10.905	0.018	-0.003	-0.006
Si	13.682	2.759	10.92	0.015	-0.009	0.003
Si	10.947	5.49	10.931	0.016	-0.02	0.005
Si	13.68	8.204	10.91	0.02	-0.009	-0.004
Si	10.941	10.951	10.913	0	0.005	0.003
Si	13.678	13.684	10.912	-0.009	-0.013	-0.002
Si	1.392	1.403	12.295	0.007	0.002	0.004
Si	4.126	4.132	12.295	0.018	-0.023	0.009
Si	1.413	6.836	12.264	-0.029	0.007	-0.002
Si	4.146	9.572	12.28	0.003	0.038	0.001
Si	1.414	12.301	12.276	-0.012	0.005	-0.004
Si	4.157	15.052	12.293	-0.007	0.045	0.001
Si	6.859	1.393	12.308	0.001	0.001	0.013
Si	9.58	4.123	12.301	-0.002	0	-0.008
Si	6.86	6.853	12.301	-0.003	0.009	0.001
Si	9.587	9.588	12.301	0.024	0	0
Si	6.871	12.314	12.28	0.002	0.027	-0.004
Si	9.58	15.058	12.269	-0.002	-0.011	-0.009
Si	12.308	1.387	12.266	-0.001	-0.019	-0.015
Si	15.062	4.126	12.275	0.001	0.016	0
Si	12.33	6.843	12.303	-0.012	0.019	0.005
Si	15.073	9.553	12.266	-0.02	0.01	-0.004
Si	12.315	12.312	12.275	0.026	0.014	-0.001
Si	15.058	15.048	12.276	0.02	0.012	-0.011
Si	0.03	2.79	13.662	-0.023	0.006	0.014
Si	2.794	0.043	13.634	0.009	-0.077	-0.012
Si	0.055	8.188	13.628	0.029	-0.016	-0.023
Si	2.771	5.502	13.673	-0.043	0.003	-0.003
Si	0.05	13.68	13.621	-0.024	0.002	0.01
Si	2.806	10.95	13.646	-0.027	0.006	0.008
Si	5.494	2.778	13.671	-0.049	0.062	-0.02
Si	8.24	0.017	13.661	0.012	-0.033	0
Si	5.503	8.221	13.677	0.02	-0.034	-0.003
Si	8.22	5.491	13.679	0.013	-0.015	0
Si	5.546	13.694	13.661	0.005	-0.065	0.019
Si	8.223	10.96	13.672	-0.011	0.028	0.014
Si	10.949	2.74	13.646	0.038	0.015	0.009
Si	13.684	0.029	13.618	-0.019	0.011	0.021
Si	10.964	8.22	13.664	-0.01	-0.015	-0.004
Si	13.71	5.47	13.668	0.037	-0.023	0.005
Si	10.944	13.691	13.628	-0.009	0.017	-0.012
Si	13.703	10.928	13.607	0.033	-0.02	-0.011
Si	1.395	4.16	15.057	0.027	0.025	0.029
Si	4.13	1.416	15.035	-0.003	-0.008	0.079
Si	1.453	9.539	14.969	-0.065	0	0.045
Si	4.148	6.851	15.057	0.024	0.014	0.054
Si	1.444	15.051	14.964	0.056	0.055	-0.048
Si	4.191	12.319	15.017	0.016	0.021	0.013
Si	6.851	4.136	15.061	0.005	-0.019	0.056
Si	9.604	1.375	15.034	0.012	0.014	0.058
Si	6.857	9.599	15.051	-0.043	-0.014	0.069
Si	9.593	6.86	15.039	0.032	0.037	0.013
Si	6.917	15.047	15.055	0.016	0.022	0.058
Si	9.598	12.34	15.026	0.007	0.017	0.04
Si	12.324	4.086	15.01	-0.046	-0.021	-0.007
Si	15.037	1.411	14.983	-0.013	0.005	-0.008
Si	12.357	9.585	15.01	0.025	0.029	0.051
Si	15.119	6.823	15.023	-0.011	-0.026	0.012
Si	12.311	15.065	14.969	0.009	-0.011	0.013
Si	15.089	12.281	14.951	-0.019	-0.022	-0.052
Si	0.058	0.042	16.249	-0.047	-0.032	-0.028
Si	2.744	2.782	16.422	0.04	0.029	-0.01
Si	0.059	5.512	16.495	-0.024	-0.006	0.194
Si	2.805	8.237	16.425	-0.014	-0.02	0.039
Si	0.091	10.911	16.281	0.101	-0.048	0.021
Si	2.85	13.727	16.34	-0.056	-0.014	0.12
Si	5.55	0.059	16.368	-0.127	-0.063	-0.009
Si	8.217	2.73	16.393	0.011	0.067	0.014
Si	5.496	5.502	16.471	-0.037	0	0.098
Si	8.236	8.245	16.418	0.02	-0.08	0.027
Si	5.505	10.96	16.46	0.115	0.038	0.064
Si	8.303	13.708	16.477	-0.007	-0.032	0.167
Si	10.993	0.018	16.406	-0.033	-0.006	0.112
Si	13.661	2.723	16.416	0.042	0.004	0.131
Si	10.975	5.462	16.361	0.015	-0.042	0.057
Si	13.762	8.206	16.344	-0.01	0.065	-0.027
Si	10.986	10.974	16.36	0.059	-0.038	-0.014
Si	13.679	13.647	16.246	-0.009	0.017	-0.005
Si	1.273	1.431	17.7	-0.153	0.064	-0.047
Si	4.141	4.079	17.854	0.072	0.091	-0.015
Si	1.505	6.908	17.884	-0.063	-0.101	-0.001
Si	4.106	9.618	17.862	-0.115	0.046	-0.075
Si	1.513	12.248	17.601	0.099	-0.064	-0.118
Si	4.166	15.162	17.743	0.125	-0.048	-0.033
Si	6.903	1.35	17.805	0.097	-0.032	-0.024
Si	9.574	4.11	17.726	0.126	0.05	-0.008
Si	6.855	6.933	17.841	-0.066	0.034	-0.004
Si	9.666	9.598	17.742	-0.084	0.201	0.006
Si	6.921	12.31	17.833	-0.066	-0.035	0.027
Si	9.723	15.081	17.89	0.07	-0.053	0.106
Si	12.363	1.305	17.85	-0.045	0.003	0.207
Si	14.995	4.106	17.807	0.052	0.114	-0.095
Si	12.408	6.815	17.673	-0.064	-0.191	-0.089
Si	15.173	9.559	17.683	0.084	-0.128	-0.023
Si	12.365	12.346	17.706	-0.153	0.094	0.037
Si	15.139	14.972	17.475	-0.048	0.073	-0.075
Si	-0.133	2.672	19.181	0.015	-0.149	0.419
Si	2.666	0.143	19.002	0.065	-0.159	0.33
Si	0.158	8.374	19.224	-0.111	0.079	0.298
Si	2.825	5.454	19.295	0.017	-0.049	0.143
Si	0.063	13.591	18.758	0.083	0.048	0.228
Si	2.783	11.067	19.223	0.028	0.071	0.336
Si	5.548	2.661	19.196	-0.192	0.077	0.298
Si	8.26	0.033	19.244	-0.091	-0.072	0.303
Si	5.487	8.351	19.267	0.134	-0.212	0.152
Si	8.232	5.481	19.123	-0.05	-0.077	0.139
Si	5.556	13.79	19.131	0.15	0.056	0.403
Si	8.406	10.974	19.213	0.04	0.085	0.263
Si	10.898	2.78	19.165	-0.093	0.006	0.037
Si	13.891	-0.261	19.006	0.095	0.14	0.288
Si	11.049	8.163	18.974	0.063	0.022	0.147
Si	13.705	5.545	19.192	0.01	0.063	0.3
Si	11.198	13.709	19.291	-0.035	-0.07	0.467
Si	13.799	10.965	18.919	0.021	-0.05	0.203
Si	1.094	4.236	20.45	-0.14	0.248	-0.193
Si	4.013	1.383	20.518	0.181	-0.036	-0.142
Si	1.144	10.125	20.697	-0.087	0.141	-0.145
Si	4.536	6.58	20.586	-0.039	0.138	0.06
Si	1.511	14.806	20.078	-0.009	0.082	0.071
Si	3.901	12.813	20.474	-0.187	0.062	-0.216
Si	6.751	4.227	20.532	-0.082	0.151	-0.03
Si	9.574	1.403	20.669	0.257	-0.276	-0.209
Si	6.858	9.836	20.605	0.092	-0.048	-0.2
Si	9.786	6.738	20.348	0.093	-0.114	0.145
Si	7.156	14.805	20.63	-0.08	0.052	-0.567
Si	9.534	12.634	20.62	-0.037	0.176	-0.579
Si	11.986	4.442	20.419	-0.037	0.013	0.008
Si	14.875	1.163	20.594	-0.075	0.218	-0.33
Si	12.483	9.548	20.196	-0.004	0.042	-0.136
Si	15.421	6.714	20.458	0.152	-0.162	-0.307
Si	13.093	14.598	20.641	-0.113	-0.297	-0.386
Si	15.217	12.288	20.237	0.025	-0.058	0.096
Si	0.413	-0.086	22.523	-0.227	-0.195	0.1
Si	2.352	6.17	25.605	-0.05	0.026	-0.096
Si	5.774	12.65	25.511	-0.211	0.006	0.308
Si	2.751	12.193	25.254	-0.124	0.164	0.321
Si	5.433	11.562	22.607	0.031	0.107	0.248
Si	5.505	-0.098	22.59	-0.033	-0.291	0.234
Si	4.338	7.095	23.753	0.098	-0.233	0.299
Si	7.501	2.347	22.856	0.014	0.051	0.269
Si	8.505	8.457	22.698	0.022	-0.258	0.228
Si	11.808	9.877	24.969	0.009	-0.148	0.369
Si	10.648	10.726	22.38	0.261	0.035	0.185
Si	17.275	-2.066	24.913	-0.006	-0.222	0.161
Si	12.822	0.184	26.476	0.109	0.081	0.061
Si	12.074	6.942	24.519	-0.12	-0.064	0.371
Si	14.232	8.287	22.615	-0.043	-0.009	0.371
Si	14.774	9.544	25.258	0.009	0.047	0.338
Si	12.254	17.082	21.928	0.285	-0.091	0.009
Si	2.201	2.483	22.632	-0.1	0.219	0.179
Si	0.601	4.051	30.363	0.041	0.143	-0.333
Si	9.855	5.135	24.392	0.069	0.04	0.15
Si	8.049	6.289	28.093	0.076	0.077	-0.029
Si	7.405	6.71	24.899	-0.067	-0.215	0.266
Si	5.145	21.429	32.527	0.109	-0.009	-0.158
Si	2.624	2.489	28.342	-0.009	0.145	0.016
Si	13.863	4.713	25.411	-0.075	0.15	0.203
Si	0.499	6.909	28.936	-0.021	-0.013	-0.196
Si	10.304	4.639	27.367	-0.017	-0.065	0.147
Si	10.493	11.385	27.084	-0.056	-0.03	0.138
Si	15.015	2.196	26.349	0.03	0.247	0.153
Si	13.912	3.599	31.078	0.04	-0.11	-0.228
Si	11.983	3.231	23.351	0.008	0.312	0.342
Si	19.503	9.77	23.243	-0.131	0.177	0.339
Si	11.934	14.062	27.515	0.101	-0.119	-0.038
Si	13.29	16.982	31.153	-0.058	0.048	-0.44
Si	1.495	3.151	25.56	-0.263	0.164	0.256
Si	3.96	-0.074	28.323	-0.016	-0.103	-0.139
Si	-4.147	9.955	33.507	0.11	0.194	-0.184
Si	-0.398	6.769	25.963	-0.013	0.092	0.037
Si	0.134	14.322	27.807	-0.001	-0.066	-0.136
Si	7.581	11.792	28.052	0.019	0.041	0.08
Si	5.209	-0.66	25.507	-0.114	0.047	0.44
Si	7.289	1.744	25.903	-0.143	0.04	0.234
Si	9.098	13.735	30.132	-0.045	-0.028	-0.108
Si	3.411	7.61	28.239	0.012	0.099	-0.06
Si	2.442	14.275	30.04	-0.009	0.01	-0.133
Si	5.653	6.852	30.012	0.043	-0.016	0
Si	14.736	0.39	28.565	0.161	0.023	-0.007
Si	13.986	-2.073	32.427	-0.076	-0.061	-0.385
Si	16.442	12.049	26.183	-0.047	-0.089	-0.04
Si	6.701	2.533	31.192	-0.073	0.033	-0.129
Si	10.62	16.172	29.466	0.008	0.027	-0.019
Si	12.335	5.568	29.438	-0.027	0.08	-0.138
Si	-2.115	7.921	29.901	-0.1	0.069	-0.218
Si	2.154	4.103	33.152	0.157	0.074	-0.121
Si	-1.602	8.917	32.754	-0.201	-0.011	-0.237
Si	1.165	9.629	33.601	-0.004	-0.015	0.124
Si	3.328	11.771	33.746	0.421	-0.205	0.027
Si	5.638	18.759	28.384	-0.05	0.024	-0.077
Si	6.224	0.02	32.661	0.132	0.16	-0.121
Si	12.084	-6.437	29.369	-0.048	0.022	-0.064
Si	5.331	9.732	29.316	-0.005	0.048	-0.041
Si	10.07	7.975	32.911	-0.07	-0.057	-0.228
Si	8.632	18.054	33.157	-0.045	0.209	-0.363
Si	6.826	13.499	32.063	0.2	0.012	-0.267
Si	10.195	1.535	27.129	-0.045	0.059	0.094
Si	17.034	-1.688	32.712	0.129	-0.055	-0.432
Si	10.108	7.565	30.044	-0.072	-0.071	-0.284
Si	13.529	4.862	33.866	-0.145	-0.037	-0.008
Si	20.792	12.135	30.955	-0.015	-0.108	-0.276
Si	12.218	12.809	30.16	-0.06	-0.097	-0.092
O	3.949	-3.871	32.464	-0.25	0.345	0.365
O	0.102	-0.262	33.343	-0.284	0.253	0.163
O	1.174	4.953	34.174	-0.212	-0.047	0.244
O	2.613	2.765	33.976	0.329	-0.156	0.156
O	-0.029	9.314	32.513	0.234	0.102	-0.03
O	-0.964	3.54	30.446	-0.249	-0.249	-0.058
O	-1.753	8.131	34.183	0.097	-0.365	0.393
O	2.095	8.346	34.01	0.026	0.127	-0.026
O	-1.349	12.131	35.015	0.044	0.123	0.689
O	0.466	10.111	34.975	0.169	-0.239	-0.184
O	4.568	10.871	34.308	-0.005	0.279	-0.167
O	1.36	14.008	34.002	0.142	-0.052	0.172
O	5.172	0.095	33.89	-0.375	-0.111	0.202
O	0.932	0.62	35.632	-0.23	-0.152	-0.221
O	8.372	-1.8	35.399	0.103	0.162	0.162
O	8.064	2.768	34.227	0.013	-0.085	-0.013
O	3.962	6.852	35.034	-0.092	-0.033	0.091
O	5.751	5.253	34.026	-0.072	-0.007	0.405
O	9.078	7.392	28.774	0.245	-0.007	0.223
O	8.961	8.814	33.736	-0.171	0.137	-0.246
O	7.818	7.33	35.599	-0.207	-0.163	0.123
O	6.773	9.693	34.928	-0.018	-0.095	0.307
O	9.219	12.204	34.777	0.064	0.138	0.111
O	8.37	13.431	31.548	-0.116	0.15	0.267
O	10.142	1.152	33.663	0.06	-0.072	0.227
O	13.481	-7.248	29.206	-0.017	0.115	0.047
O	14.911	1.33	34.693	0.203	-0.344	0.303
O	13.268	3.337	34.411	0.011	0.259	-0.319
O	10.589	6.678	33.755	-0.215	-0.13	-0.156
O	4.267	9.043	28.215	-0.075	-0.178	0.032
O	12.487	9.363	35.025	-0.287	-0.304	0.154
O	11.365	11.28	33.802	0.051	-0.141	0.01
O	13.652	6.525	29.347	0.033	-0.041	0.147
O	10.891	8.967	29.81	0.047	-0.091	-0.053
O	13.482	13.872	33.903	-0.218	-0.087	0.18
O	13.078	13.558	31.305	0.117	-0.028	0.213
O	1.273	3.655	21.992	0.079	-0.022	-0.113
O	0.023	5.446	20.713	-0.026	-0.058	-0.186
O	4.497	-0.001	21.314	0	0.138	0.028
O	3.568	2.462	21.731	0.155	-0.108	-0.212
O	3.529	8.479	24.171	-0.112	0.067	0.083
O	1.961	9.555	22.069	-0.163	0.037	-0.24
O	5.678	5.429	20.849	-0.306	-0.066	-0.221
O	4.257	7.092	22.135	0.004	0.021	-0.242
O	2.6	13.782	20.755	0.373	-0.008	-0.226
O	0.578	15.206	21.369	-0.076	-0.146	-0.154
O	9.41	9.786	22.824	0.081	0.021	-0.131
O	4.433	12.723	22.058	-0.014	-0.156	0.069
O	5.827	6.813	24.428	-0.165	-0.049	0.102
O	7.177	3.741	22.071	0.032	0.217	-0.33
O	10.843	0.435	21.148	-0.192	-0.182	0.105
O	8.859	1.769	22.14	0.09	0.158	-0.171
O	10.587	10.712	25.619	-0.085	0.068	-0.392
O	7.146	8.793	21.87	-0.249	-0.077	-0.088
O	10.874	5.597	20.802	0.117	-0.119	-0.124
O	9.267	7.339	21.796	-0.018	-0.045	-0.007
O	8.399	13.783	20.948	-0.092	-0.167	-0.164
O	6.594	15.158	22.163	-0.111	0.1	-0.118
O	10.087	12.244	22.157	-0.016	-0.367	-0.064
O	11.261	10.395	20.912	-0.25	0.246	0.065
O	12.321	3.901	21.926	-0.007	0.043	-0.321
O	12.774	5.929	25.61	0.129	-0.103	-0.157
O	13.316	1.595	21.044	-0.045	0.079	-0.056
O	15.458	0.728	22.108	-0.007	0.192	-0.2
O	14.923	9.367	23.636	0.095	-0.235	-0.455
O	13.529	8.983	21.337	-0.115	0.132	-0.314
O	15.327	7.257	22.022	0.01	0.044	-0.139
O	19.764	5.923	24.352	0.028	-0.26	0.098
O	12.831	15.529	22.024	-0.082	-0.062	0.066
O	12.783	14.921	26.367	0.087	0.004	-0.163
O	16.333	11.291	21.076	-0.027	-0.095	-0.168
O	14.189	13.368	21.07	-0.155	0.142	0.016
O	1.628	0.973	22.491	0.323	0.079	-0.179
O	1.671	4.726	25.946	-0.155	0.057	-0.086
O	1.044	7.118	25.263	0.214	0.226	0.018
O	2.338	2.822	24.213	0.209	-0.232	-0.319
O	10.093	5.396	25.969	-0.014	0.278	-0.12
O	4.215	6.631	29.268	-0.1	-0.033	0.225
O	2.57	10.996	24.178	-0.191	-0.266	-0.197
O	4.553	10.193	22.64	0.176	-0.271	-0.166
O	8.148	8.007	24.233	0.11	0.422	-0.396
O	11.863	10.42	23.427	0.157	0.064	-0.128
O	4.667	-0.379	23.979	0.034	-0.1	-0.509
O	2.703	0.904	28.713	0.042	-0.11	0.102
O	6.258	1.335	22.635	-0.223	-0.091	0.087
O	10.61	3.091	27.102	0.019	0.095	-0.193
O	0.642	5.643	29.959	0.214	0.058	0.016
O	1.885	7.76	28.795	-0.035	0.241	0.118
O	15.874	12.84	27.502	0.013	0.107	-0.082
O	7.545	6.695	26.558	-0.035	0.215	0.036
O	8.238	5.422	24.233	0.002	-0.153	-0.329
O	7.582	2.536	24.493	0.025	0.163	-0.28
O	13.291	10.127	25.608	-0.105	0.019	-0.194
O	8.73	17.695	26.494	-0.052	0.105	0.019
O	11.99	1.586	23.278	-0.156	-0.353	0.02
O	12.806	-3.089	28.697	-0.026	-0.133	0.042
O	14.033	1.012	25.673	-0.21	-0.294	0.025
O	13.325	2.154	31.585	-0.073	-0.093	0.278
O	10.483	3.688	23.921	0.092	-0.124	-0.037
O	14.165	3.602	26.6	0.215	0.004	-0.187
O	18.062	11.879	26.436	-0.044	0.125	-0.142
O	13.158	7.379	23.412	0.049	0.021	-0.329
O	18.762	13.675	24.607	0.265	0.175	-0.01
O	15.81	10.604	25.9	0.153	-0.249	0.14
O	13.191	16.899	28.045	0.052	-0.089	0.158
O	16.229	13.049	24.876	0.137	-0.06	-0.165
O	0.393	-0.861	23.956	0.07	0.337	-0.224
O	2.202	2.39	26.785	0.178	-0.258	-0.162
O	8.887	4.874	28.151	-0.152	-0.151	-0.027
O	3.264	6.855	26.792	0.165	0.057	-0.049
O	4.085	-0.55	26.725	0.139	-0.216	-0.006
O	-1.361	8.091	25.955	-0.17	0.045	-0.124
O	8.098	13.092	28.959	0.155	0.245	0.021
O	6.83	12.212	26.663	-0.154	0.111	-0.114
O	6.107	11.981	24.047	-0.033	-0.223	-0.484
O	5.858	14.261	25.489	0.048	0.101	0.042
O	5.358	17.149	28.559	-0.062	-0.169	-0.014
O	1.504	19.66	29.235	-0.153	0.145	-0.013
O	6.435	2.668	26.974	-0.031	0.122	-0.029
O	6.434	0.384	25.712	0.042	-0.003	-0.196
O	8.276	2.361	31.689	0.246	0.034	0.022
O	14.605	0.487	30.162	0.003	0.054	0.317
O	1.29	3.776	31.811	0.182	-0.16	0.414
O	6.774	6.111	29.081	-0.033	-0.13	0.061
O	11.482	8.291	25.217	-0.044	-0.01	-0.265
O	6.499	11.273	21.404	-0.095	-0.13	-0.057
O	5.953	12.626	30.981	0.213	0.029	0.134
O	9.334	15.375	30.122	0.123	0.058	-0.132
O	15.363	-1.057	28.219	-0.344	-0.079	0.149
O	13.251	3.768	24.238	0.03	-0.156	-0.218
O	10.519	4.599	35.415	-0.413	-0.175	0.308
O	12.826	4.117	29.968	-0.109	-0.232	-0.123
O	11.324	0.77	26.215	-0.04	-0.161	-0.129
O	10.847	6.239	23.712	-0.218	-0.037	-0.188
O	11.175	6.338	30.291	-0.127	-0.188	0.034
O	15.276	5.522	25.18	-0.094	-0.134	0.001
O	10.899	12.96	26.887	0.118	0.066	0.124
O	11.024	15.169	28.257	-0.166	0.063	-0.164
O	17.257	14.909	26.455	0.027	0.194	-0.137
O	16.334	19.009	25.445	-0.055	0.156	-0.337
O	-2.568	4.709	32.267	0.244	0.16	-0.093
O	4.161	3.111	28.451	0.173	0.121	0.257
O	-4.572	0.125	30.513	-0.084	0.029	0.237
O	3.513	4.881	32.646	-0.135	0.083	0.128
O	-2.668	10.181	32.826	-0.058	-0.031	-0.078
O	-1.487	5.499	34.516	0.031	0.213	-0.013
O	-0.079	6.348	27.512	-0.026	-0.327	-0.068
O	-2.131	7.975	31.529	-0.053	-0.301	0.18
O	3.185	12.822	30.093	0.134	-0.27	0.143
O	10.143	17.53	28.711	0.162	0.184	0.132
O	4.458	10.599	30.399	-0.217	-0.082	0.085
O	2.147	10.823	33.096	-0.221	0.153	-0.283
O	5.889	1.148	31.53	0.112	-0.099	-0.12
O	-0.562	8.014	29.466	-0.047	0.323	-0.087
O	6.143	-1.431	31.966	-0.075	0.072	0.095
O	7.738	0.276	33.222	-0.06	-0.244	0.192
O	6.013	8.453	30.083	-0.065	-0.042	0.255
O	4.242	12.206	25.908	0.155	0.109	0.15
O	5.882	3.701	31.959	0.141	-0.152	0.099
O	5.547	6.251	31.518	0.163	-0.081	-0.045
O	1.227	14.196	28.978	0.081	-0.136	-0.069
O	3.696	15.15	29.413	0.06	0.134	0.058
O	6.923	13.068	33.642	-0.186	-0.226	0.198
O	6.534	10.705	28.731	0.114	-0.017	-0.118
O	11.625	5.308	28.012	0.172	0.186	-0.17
O	13.607	-0.478	32.342	0.158	-0.032	0.078
O	18.138	-1.631	31.461	-0.28	-0.049	0.349
O	15.604	-2.37	32.196	-0.041	-0.225	-0.031
O	11.396	8.892	32.616	0.148	-0.03	0.007
O	9.344	7.623	31.484	0.054	0.068	0.433
O	15.545	1.6	27.796	-0.002	-0.022	0.125
O	6.623	2.832	29.591	0.238	0.087	0.143
O	10.59	13.056	30.161	-0.08	-0.201	0.137
O	9.001	11.081	27.657	0.228	-0.219	-0.093
O	11.625	10.634	27.969	0.279	0.225	-0.006
O	12.367	11.199	30.402	0.16	0.041	0.18
Si	-0.035	0.024	5.495	0	-0.116	0.016
Si	2.758	2.712	5.5	-0.057	-0.001	-0.01
Si	-0.021	5.465	5.5	0	-0.049	-0.034
Si	2.732	8.202	5.465	0.052	0.038	-0.068
Si	-0.048	10.983	5.431	-0.001	-0.047	-0.008
Si	2.728	13.656	5.471	-0.011	-0.005	-0.005
Si	5.467	-0.004	5.469	-0.003	0.047	-0.06
Si	8.22	2.74	5.462	-0.009	0.016	-0.086
Si	5.47	5.475	5.461	-0.063	-0.02	-0.047
Si	8.223	8.207	5.423	0.023	0.052	0.007
Si	5.473	10.959	5.436	0.058	0.018	-0.015
Si	8.161	13.698	5.42	-0.016	-0.041	-0.003
Si	10.899	0.037	5.419	0.062	0.034	-0.098
Si	13.689	2.707	5.451	0.007	0.047	-0.023
Si	10.946	5.5	5.4	0.021	0.009	-0.042
Si	13.631	8.211	5.433	-0.028	-0.001	-0.016
Si	10.867	11.003	5.423	-0.052	-0.104	-0.002
Si	13.618	13.724	5.459	-0.048	0.026	-0.054
Si	1.359	1.372	6.85	-0.056	0.1	0.023
Si	4.124	4.099	6.84	0.106	-0.08	-0.019
Si	1.362	6.846	6.835	0.005	-0.014	-0.018
Si	4.113	9.584	6.809	-0.019	-0.015	-0.019
Si	1.348	12.303	6.828	0.029	0.013	-0.027
Si	4.097	15.035	6.832	-0.021	0.019	0
Si	6.843	1.374	6.822	0.022	-0.04	-0.026
Si	9.592	4.13	6.795	-0.006	-0.011	0.002
Si	6.851	6.852	6.803	-0.022	0.026	0.003
Si	9.555	9.596	6.805	-0.056	0.086	-0.002
Si	6.837	12.318	6.812	0.017	-0.017	-0.012
Si	9.547	15.058	6.792	-0.034	0.027	-0.046
Si	12.286	1.375	6.811	-0.029	0.035	-0.029
Si	15.032	4.08	6.844	0.018	-0.007	-0.011
Si	12.289	6.846	6.814	-0.018	0.036	-0.019
Si	15.009	9.587	6.797	0.007	0.024	-0.042
Si	12.271	12.324	6.804	0.051	-0.039	-0.015
Si	15.011	15.05	6.845	0.012	0.022	0.01
Si	0.01	2.744	8.214	0.027	-0.002	0.009
Si	2.741	0.007	8.202	-0.007	-0.048	-0.004
Si	-0.008	8.229	8.172	0.012	0.01	0.016
Si	2.75	5.48	8.187	-0.027	0.014	-0.007
Si	-0.002	13.685	8.198	-0.029	-0.041	0.009
Si	2.742	10.944	8.178	-0.037	-0.017	0.007
Si	5.493	2.743	8.2	-0.045	0.02	0.024
Si	8.21	0.018	8.185	0.02	0.025	0.001
Si	5.491	8.222	8.174	0.029	0.025	0.001
Si	8.219	5.487	8.175	-0.009	-0.018	-0.001
Si	5.48	13.682	8.188	-0.005	0.01	-0.004
Si	8.2	10.952	8.182	-0.02	-0.06	0.009
Si	10.942	2.763	8.179	0.028	0.015	-0.003
Si	13.654	0.022	8.198	0.034	-0.018	-0.009
Si	10.931	8.228	8.174	0.034	-0.006	0.003
Si	13.661	5.474	8.178	-0.009	-0.016	-0.006
Si	10.919	13.695	8.169	-0.005	-0.031	-0.009
Si	13.652	10.955	8.172	-0.002	-0.016	0.019
Si	1.388	4.116	9.555	-0.024	-0.014	0.012
Si	4.119	1.38	9.563	-0.003	0.012	-0.001
Si	1.382	9.574	9.543	0.005	0.011	0.004
Si	4.129	6.851	9.54	0.008	0	-0.001
Si	1.381	15.044	9.57	0.009	0.034	0
Si	4.119	12.308	9.548	-0.003	0.016	-0.001
Si	6.858	4.121	9.556	0.007	-0.025	0.007
Si	9.575	1.394	9.545	-0.01	-0.013	-0.003
Si	6.853	9.58	9.553	-0.008	0.038	0.016
Si	9.58	6.856	9.553	-0.008	0.031	-0.002
Si	6.85	15.053	9.55	-0.002	-0.005	-0.003
Si	9.573	12.316	9.541	0.013	0.01	-0.009
Si	12.305	4.119	9.558	0.001	0.017	0.008
Si	15.038	1.378	9.564	-0.005	0.02	0.001
Si	12.305	9.58	9.55	-0.002	-0.002	0.003
Si	15.04	6.844	9.534	0.001	0.006	-0.005
Si	12.295	15.046	9.548	0.005	0.019	-0.006
Si	15.038	12.305	9.551	0.023	0.002	-0.009

Results
total energy: -115454.624 eV
total energy less fixed offsets of O -438.04, Si -107.15 eV per atom: 0.116 eV
